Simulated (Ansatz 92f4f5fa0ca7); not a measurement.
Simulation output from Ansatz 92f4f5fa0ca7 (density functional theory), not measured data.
Periodic cell of 256 atoms, Si144O112, from a study of silicon, its oxide and their interface. The atomic structure is a simulated model.
This geometry differs little from another in the collection (a relaxation step or a small displacement).

Settings
functional: r2SCAN
potential files: Ansatz PAW
basis: plane waves
wave-function cutoff: 800 eV
density cutoff ratio: 5
exchange-correlation grid ratio: 1
k mesh: 1 x 1 x 1, shifted by 0.5 0.5 0 of a step
self-consistency stop: 1e-10 eV per atom in the density residual
occupations: fixed
spin: none
net charge: 0

Cell vectors (angstrom)
a 10.88 0 0
b 0 10.88 0
c -0.3009 0.428 36.3142

Atoms: element, x, y, z (angstrom)
Si 1.6081 -1.5963 -0.0297
Si 4.2759 1.116 0.1229
Si 1.1765 4.2953 0.122
Si 3.9539 -3.6753 0.1115
Si -4.4309 -1.0931 0.2796
Si -1.5597 1.4656 0.1336
Si 7.1236 3.7034 0.0298
Si -1.0592 -4.3871 0.0515
Si 2.6943 -0.0389 1.3929
Si 5.4737 2.6948 1.3787
Si 2.7991 -5.3827 1.3077
Si 5.3437 -2.6138 1.6395
Si -2.7445 -0.0156 1.4678
Si 0.0061 2.7026 1.3903
Si 8.1613 5.3998 1.3106
Si 0.0381 -2.7442 1.3173
Si 1.357 1.3496 2.726
Si 4.1114 4.1015 2.6823
Si 1.4002 -4.0731 2.7281
Si 3.9821 -1.2943 2.9282
Si 6.7809 1.3521 2.8199
Si 9.5028 4.0641 2.7489
Si 6.8076 6.7804 2.7089
Si -1.3382 -1.4062 2.7088
Si -0.0101 -0.0117 4.0767
Si 2.7341 2.7327 4.0494
Si 0.0135 5.4349 4.0688
Si 2.6668 -2.7296 4.182
Si 5.4209 0.0291 4.1908
Si 8.1553 2.7228 4.1299
Si 5.4477 5.4395 4.0804
Si 8.1729 -2.748 4.0732
Si 1.3574 -1.3658 10.9037
Si 4.0774 1.367 10.9019
Si 1.3508 4.1089 10.8275
Si 4.0747 -4.0973 10.8333
Si 6.7877 -1.3553 10.809
Si -1.3741 1.3655 10.8164
Si 6.7951 4.0754 10.9198
Si -1.3589 6.8001 10.9158
Si 2.7194 0.0027 12.2545
Si 5.4243 2.7211 12.2905
Si 2.7049 5.448 12.2003
Si 5.4542 -2.7383 12.1345
Si -2.7293 -0.0048 12.1442
Si -0.0324 2.76 12.133
Si 8.1579 5.4428 12.285
Si 0.0055 -2.7227 12.2878
Si 1.2982 1.4154 13.4957
Si 4.0257 4.0981 13.6165
Si 1.3895 -4.0857 13.6341
Si 4.1203 -1.4153 13.5135
Si -4.0427 1.3274 13.5616
Si -1.3276 4.0806 13.6013
Si 6.7807 -4.0411 13.5856
Si -1.4087 -1.3399 13.5626
Si -0.2741 0.2876 14.7972
Si 2.3941 2.9436 14.8803
Si 0.2468 -5.6686 14.9525
Si 3.0015 -2.9269 14.9115
Si 5.7216 -0.319 14.7986
Si -2.4692 2.4789 14.8724
Si 5.1759 5.7203 14.872
Si -2.937 -2.4916 14.9375
Si 3.2983 -1.1534 23.6217
Si 2.3962 4.1953 24.8242
Si 6.463 3.7759 16.954
Si -2.4017 -0.2165 22.863
Si -1.0985 -2.0267 -4.5238
Si 3.0069 2.9562 -2.0556
Si -2.0672 1.3913 20.5704
Si 1.8515 2.4903 -6.9115
Si 0.9754 2.2291 -4.0608
Si 0.9907 4.94 22.0416
Si 2.98 1.8515 23.2039
Si 7.3246 4.0345 19.9372
Si 0.5581 4.1813 -9.1494
Si 1.1746 -1.4687 17.0086
Si 7.0472 -0.877 -5.6679
Si 2.6491 0.2612 19.1919
Si 3.4022 -4.4714 21.4537
Si -1.2327 -4.1395 22.7738
Si 4.3292 -1.691 20.9021
Si 4.7165 -5.1045 24.0677
Si 1.8447 -2.2696 -5.8862
Si -2.2048 -4.2335 -2.7926
Si 0.9519 2.0709 20.9771
Si 3.7733 -2.0664 -9.6795
Si 2.1555 -4.3587 -8.1838
Si 5.794 -5.0151 -5.0485
Si 4.2532 1.4898 16.9017
Si 2.145 -0.1752 -8.1977
Si 5.9977 -2.9657 -1.9421
Si -2.6046 -5.2225 -6.5198
Si 7.0438 2.0413 -4.6532
Si -2.2844 -3.9847 19.9512
Si 4.5594 -2.3769 -4.3575
Si -2.379 3.0918 -9.9969
Si 7.7954 -5.1147 -11.3152
Si -1.0108 -3.7489 17.1336
Si 8.1046 0.2042 -10.6854
Si -1.5123 4.0175 -4.1662
Si 4.129 4.3247 -7.2551
Si 0.2565 -1.588 23.749
Si 7.3466 -1.2545 20.3804
Si 6.7258 3.2882 -7.6027
Si -1.9602 -3.4345 -8.8347
Si -0.1412 -0.1361 -2.2463
Si -0.1777 -1.2545 -9.6932
Si 5.7301 3.8177 -2.7518
Si 4.889 3.8775 21.8181
Si 6.5841 -1.2742 -8.6464
Si 1.3169 -1.3476 5.4837
Si 4.0601 1.4047 5.4786
Si 1.3669 4.0735 5.4324
Si 4.0858 6.7898 5.4653
Si 6.8089 -1.3827 5.4569
Si -1.3603 1.3465 5.4564
Si 6.791 4.0894 5.4574
Si -1.3482 6.7913 5.4368
Si 2.7028 0.0158 6.8064
Si 5.4286 2.7444 6.815
Si 2.7182 5.4304 6.8125
Si 5.4446 -2.7296 6.824
Si -2.7223 -0.0101 6.8161
Si 0.0043 2.7154 6.8053
Si -2.7193 5.4451 6.7947
Si -0.0263 -2.7162 6.8137
Si 1.3594 1.3601 8.1738
Si 4.0784 4.078 8.1761
Si 1.3477 6.8112 8.1489
Si 4.0641 -1.3502 8.1516
Si 6.781 1.3685 8.1464
Si -1.3713 4.085 8.1511
Si 6.81 -4.0937 8.1714
Si -1.3666 -1.3688 8.1759
Si 0.0063 -0.0119 9.5192
Si 2.7216 2.7193 9.5272
Si -0.0197 5.4625 9.5023
Si 2.7073 -2.7149 9.5122
Si 5.4169 0.0187 9.5011
Si 8.1328 2.7305 9.5043
Si 5.4496 5.4202 9.5234
Si 8.1685 -2.734 9.5249
O 7.8316 -5.3635 20.378
O -1.0222 -1.0985 -3.198
O 5.3604 4.5391 23.2209
O 7.1837 -4.4101 -5.6287
O 1.7653 -1.5026 23.1614
O -1.4687 -4.2941 18.5838
O 4.7408 -3.9627 -4.5023
O -1.5202 -0.4631 -9.9716
O 3.0844 3.4093 -6.4385
O 5.4181 0.0327 -0.3238
O 4.0884 -4.0528 15.4202
O 6.8921 -1.9931 -1.0093
O 4.99 -2.0434 -2.8336
O -2.62 2.5969 -0.3688
O 7.4262 4.7388 -7.5275
O -1.9803 5.0566 -3.0162
O 5.7333 -1.2023 20.2657
O 2.8857 2.6779 24.5935
O 3.5854 1.6765 -1.2525
O 6.157 3.496 20.9105
O 7.6985 -2.4208 -8.6755
O 1.5533 1.6462 22.4311
O 0.9827 -0.9676 -1.4147
O 3.2096 -0.6606 20.3797
O 3.8602 0.8415 18.3065
O 5.0234 5.1053 -6.2087
O 3.1227 -0.6185 -9.3916
O 1.3318 4.0709 15.4363
O 2.7691 -2.6814 -0.4721
O 6.5889 4.1493 -1.4369
O 2.9929 -2.1353 -4.7228
O 5.91 5.069 16.1673
O 0.5066 0.9345 -3.2491
O 6.8204 -1.3838 15.4062
O 5.1792 -2.0586 -8.8719
O -2.4288 2.6863 -4.1861
O 5.319 2.6654 17.0741
O 6.7943 -0.1515 -9.8058
O 6.6923 2.5905 -6.1437
O -1.6185 4.7646 -5.6053
O 7.7724 -1.3471 21.9425
O 8.1098 0.0977 19.7999
O 7.6274 -0.112 24.2115
O 7.7501 4.214 -10.8741
O 3.9054 -3.229 20.5371
O 5.9259 -4.2868 24.7728
O -2.5189 1.22 22.1173
O 3.882 -4.2159 22.9906
O 2.4468 2.5741 -3.5113
O 1.6753 -0.6862 18.3149
O -0.2986 -3.1011 23.5911
O 5.1895 3.4453 -8.1263
O 4.0011 2.5632 22.145
O 4.9131 0.3002 16.0524
O 0.1039 -2.611 17.3808
O -0.4513 1.3616 20.5948
O 6.7814 -0.5196 -7.2282
O 0.0582 5.3742 -0.3835
O -1.612 -3.7903 -1.3596
O -0.3922 -4.9923 16.2947
O 4.3639 -1.6248 22.508
O 2.2898 -1.1043 -6.9011
O 7.1065 -3.7773 -2.8099
O 1.086 1.8773 -5.6359
O 7.6608 2.5602 -8.7023
O 3.943 4.764 -11.1696
O 3.97 -2.2553 -11.2716
O 3.5049 0.4331 23.7042
O -1.4287 -3.5801 21.2634
O -0.5578 -2.6587 -9.0097
O -2.3794 -1.6048 -5.4536
O 2.4172 -2.1677 16.2344
O 0.4731 -0.3696 16.0697
O -2.376 1.7549 -10.916
O 5.6862 -1.6781 -5.2853
O 4.0574 4.9981 20.9788
O 1.5832 3.8025 -10.343
O -0.8338 -0.5974 23.0618
O 5.026 -3.9887 -1.1123
O -2.2539 -3.1336 16.28
O 1.8841 -3.6846 -6.7176
O 1.7864 -4.6886 21.3548
O 1.8054 3.6209 -1.2194
O -2.4665 2.8324 19.9609
O 7.753 3.1619 16.1979
O 1.9308 1.5629 19.8019
O 0.8174 3.3342 -7.8065
O -0.478 5.3289 22.5681
O 0.6271 -0.29 -8.7055
O 1.8301 4.5783 23.3613
O 0.8327 -5.1235 -8.7882
O 0.3401 -2.0283 -5.3036
O 5.9702 2.3713 -3.47
O -1.7492 -4.2523 -7.4623
O -0.0087 3.5037 -3.8822
O 2.4893 1.3351 -7.8241
O 7.1363 0.4481 -4.7619
O -0.9365 3.7563 -9.6231
O -1.3879 -3.5248 -3.9941
O 0.8566 3.6947 21.0104
O 3.2985 5.3743 -8.1403
O -2.5928 -4.4189 23.6035
O 2.7423 -3.2086 -9.1633
O -1.3653 1.3723 15.3783
O 6.8539 4.2509 18.4208
O 4.1949 4.01 -2.3093
O 6.1814 4.8277 -3.9039
O 0.6791 -1.5781 -11.0177
O -2.3149 -4.3054 -10.1511
O 7.7356 -2.6419 19.6297
O 2.9494 2.108 16.1683
O -1.0587 0.6547 -1.1863

Results
free energy: -155994.020 eV
free energy less fixed offsets of O -570.45, Si -639.56 eV per atom: -6.980 eV

Forces (eV/angstrom), in the order of the atoms: element, x, y, z
Si -0.0078 0.0065 -0.0483
Si -0.0068 0.0065 -0.0417
Si 0.0039 -0.0063 -0.0414
Si 0.0131 0.0011 -0.0423
Si 0.0023 -0.0093 -0.04
Si 0.0041 -0.0083 -0.0445
Si -0.0075 0.0059 -0.0544
Si -0.0089 0.0078 -0.0512
Si -0.0003 -0.0008 0.0025
Si 0.0009 -0.0004 0.0037
Si -0.0011 0.002 0.0015
Si -0.0002 -0.001 0.0018
Si -0.0011 0.0003 0.0025
Si -0.0017 0 0.0027
Si -0.0002 -0.0013 0.0028
Si 0.0007 0.0006 0.002
Si -0.0003 -0.0001 0.0001
Si 0.0001 -0.0006 -0.001
Si -0.0002 0.0002 0.0003
Si -0.001 0.0006 0
Si -0.0013 0.0009 0
Si -0.0011 0.0007 -0.0001
Si -0.0002 -0.0003 -0.0003
Si 0.0006 -0.0008 -0.0006
Si -0.0005 0.0004 0.0007
Si -0.0006 0.0008 0.0002
Si 0.0001 0.0002 0.0009
Si -0.0009 -0.0007 0.0008
Si -0.0005 -0.0002 0.0006
Si -0.0001 -0.0001 0
Si -0.0004 0.0002 0.001
Si -0.0004 0.0003 0.0007
Si -0.0011 -0.0001 0.0004
Si -0.0006 -0.0001 0.0002
Si -0.0009 -0.0007 -0.0008
Si -0.0001 0.0001 -0.0006
Si -0.0019 -0.0003 0
Si -0.0012 0.0015 0
Si -0.0011 0.0004 0.0001
Si -0.0007 -0.0001 0.0002
Si -0.0009 0 -0.0006
Si -0.0012 0.0003 -0.0006
Si -0.0014 0.0008 -0.0007
Si -0.0005 0.0001 0.0001
Si -0.0011 -0.0006 0.0004
Si -0.0007 -0.0001 0
Si -0.0009 0.0001 -0.0011
Si -0.0008 -0.0002 -0.0015
Si 0.001 -0.0008 0.0016
Si 0.0008 -0.0018 0.0039
Si -0.001 0.0011 0.0032
Si -0.0009 0.0017 0.0011
Si -0.0016 0.0017 0.0047
Si -0.0018 0.0012 0.0026
Si 0.0001 -0.002 0.0027
Si 0.0004 -0.0006 0.0035
Si -0.0079 0.0056 -0.0324
Si -0.0054 0.0093 -0.0307
Si 0.0061 -0.0077 -0.0344
Si 0.0052 -0.008 -0.034
Si 0.0073 -0.0041 -0.0302
Si 0.006 -0.0078 -0.0333
Si -0.0088 0.006 -0.0316
Si -0.0085 0.0068 -0.0362
Si 0.0114 0.0108 -0.1109
Si 0.0227 -0.0061 -0.1143
Si -0.0061 -0.0061 -0.0839
Si -0.005 0.0044 -0.1132
Si 0.0082 0.0007 -0.1064
Si 0.0047 0.0057 -0.0974
Si -0.0069 0.013 -0.0797
Si 0.0042 0.0147 -0.1132
Si -0.0091 0.0073 -0.11
Si -0.0057 -0.0046 -0.0835
Si -0.0108 0.001 -0.0917
Si -0.0058 0.0118 -0.11
Si 0.0046 -0.0037 -0.1093
Si -0.0025 -0.0078 -0.0887
Si -0.0064 0.0087 -0.1054
Si 0.0063 -0.0091 -0.1113
Si 0.0037 0.0058 -0.0802
Si 0.0091 0.0009 -0.1063
Si -0.0075 0.0226 -0.0915
Si -0.0111 -0.006 -0.0966
Si 0.0125 -0.0051 -0.114
Si 0.0026 -0.0144 -0.1041
Si 0.0015 -0.0202 -0.0906
Si 0.0063 -0.0035 -0.1106
Si -0.0042 0.0023 -0.0989
Si -0.0129 0.0006 -0.1059
Si 0.0089 0.0078 -0.0801
Si -0.013 -0.0046 -0.1027
Si -0.0073 0.0025 -0.104
Si 0.0056 0.0113 -0.1173
Si 0.0029 -0.0042 -0.1052
Si 0.0059 -0.0175 -0.1117
Si -0.0155 -0.0023 -0.0991
Si 0.0034 0.008 -0.0983
Si -0.0116 0.0084 -0.1111
Si 0.0042 0.0016 -0.1004
Si 0.0097 -0.0114 -0.1088
Si -0.0033 -0.0006 -0.0925
Si -0.0191 -0.0011 -0.0897
Si -0.0094 -0.0096 -0.0955
Si -0.0057 -0.0072 -0.0822
Si 0.0118 -0.0043 -0.113
Si -0.0013 0.0064 -0.1117
Si -0.008 0.0005 -0.1109
Si 0.0017 -0.0015 -0.1
Si 0.0076 -0.0063 -0.1117
Si 0.0216 -0.0076 -0.0905
Si -0.0045 -0.0091 -0.1086
Si -0.0011 0 0.0002
Si -0.0005 0.0004 0.0001
Si 0.0001 0 0.0003
Si -0.0002 -0.0004 -0.0001
Si 0.0002 -0.0008 0.0002
Si 0.0001 -0.0007 0.0001
Si -0.0006 0.0003 0.0002
Si -0.0005 0.0003 0.0005
Si -0.0003 -0.0002 -0.0002
Si -0.0002 0.0001 -0.0001
Si -0.0002 -0.0003 -0.0001
Si -0.0005 0 0
Si -0.0003 0.0002 -0.0001
Si -0.0003 0.0001 -0.0001
Si 0.0001 0.0002 0.0003
Si -0.0003 0 -0.0002
Si -0.0007 0.0002 0.0004
Si -0.0008 -0.0002 0.0005
Si 0.0001 -0.0004 0.0006
Si 0.0002 -0.0004 0.0007
Si 0.0004 -0.0003 0.0006
Si -0.0002 -0.0004 0.0005
Si -0.0013 0.0001 0.0004
Si -0.0008 0.0002 0.0006
Si -0.0015 0.0003 0.0002
Si -0.0014 -0.0004 0.0002
Si -0.0004 -0.0002 0.0001
Si -0.0002 0.0001 0.0002
Si -0.0008 0 0.0001
Si 0.0002 0.0002 0.0004
Si -0.001 0.0004 0.0002
Si -0.0016 -0.0002 0.0004
O -0.0008 0.0033 0.0272
O 0.0126 0.0235 0.0624
O -0.001 0.0211 0.0566
O -0.0182 0.005 0.049
O -0.0069 0.0007 0.0338
O -0.023 -0.0017 0.0796
O 0.0071 0.0082 0.0311
O 0.0084 -0.0093 0.0347
O -0.0004 -0.0054 0.0374
O -0.0007 0.0013 0.0208
O 0 -0.0002 0.0194
O 0.0026 0.0204 0.0536
O 0.019 -0.0079 0.0674
O 0.0019 -0.002 0.0238
O 0.0037 0.0119 0.0479
O -0.006 0.0223 0.0469
O -0.008 -0.0038 0.0299
O -0.0048 0.0176 0.0503
O 0.0129 -0.0198 0.0511
O -0.0264 0.0025 0.0467
O -0.0045 0.0035 0.0336
O 0.0209 -0.0007 0.0532
O 0.0214 -0.0174 0.0573
O 0.0199 -0.0219 0.0497
O -0.0159 -0.0095 0.0507
O 0.0273 0.0252 0.0676
O -0.0138 0.0133 0.0483
O -0.0002 -0.0004 0.018
O -0.0021 -0.0013 0.0227
O 0.0191 -0.0005 0.0727
O 0.0265 0.0007 0.0471
O 0.015 -0.0209 0.0461
O -0.01 -0.024 0.0537
O -0.001 0.0003 0.0168
O 0.0179 0.0061 0.0398
O 0.0076 0.0044 0.0348
O 0.006 0.0019 0.0146
O -0.0152 -0.0143 0.0537
O 0.0064 -0.0184 0.083
O 0.012 -0.0198 0.0647
O 0.0154 0.0111 0.0583
O 0.0007 0.0002 0.0348
O -0.0129 0.0197 0.0837
O 0.011 -0.024 0.0467
O -0.0037 -0.0107 0.0355
O 0.0217 0.0043 0.0399
O -0.0018 -0.019 0.0585
O 0.014 -0.0065 0.06
O 0.0214 0.0073 0.0592
O 0.0202 0.026 0.0611
O 0.0092 0.0174 0.0332
O 0.0005 0.0056 0.0397
O -0.0123 -0.0071 0.0397
O -0.0172 0.0172 0.043
O -0.0039 -0.002 0.032
O -0.002 0.0015 0.0294
O 0.0081 0.0085 0.0865
O 0.0023 -0.0014 0.0226
O 0.018 -0.0001 0.073
O -0.0134 0.0184 0.0449
O -0.0146 0.0032 0.0649
O -0.0089 -0.0275 0.0665
O -0.0068 0.0085 0.0406
O -0.0168 -0.004 0.084
O -0.0278 0.0042 0.0678
O -0.0099 -0.0026 0.0433
O 0.0011 -0.007 0.0871
O 0.0011 -0.0119 0.0354
O 0.0157 -0.0032 0.0735
O -0.0077 -0.0115 0.0366
O 0.0208 -0.0072 0.0438
O -0.0168 0.0158 0.0418
O 0.0153 -0.0163 0.0449
O 0.0017 0.0125 0.0428
O -0.0174 -0.0137 0.0459
O 0.0012 0.0003 0.0358
O -0.0377 0.0088 0.0763
O 0.0153 -0.0082 0.0403
O -0.0251 -0.0077 0.0552
O 0.0191 -0.0127 0.0497
O -0.0047 0.0274 0.0651
O -0.0013 -0.0064 0.031
O -0.0185 0.0168 0.0537
O 0.0047 -0.0139 0.0306
O -0.0222 0.0151 0.046
O -0.0207 0.0228 0.0537
O 0.016 -0.0226 0.0654
O -0.0063 0.0054 0.0325
O 0.0221 0.0111 0.0471
O 0.0158 -0.0074 0.0691
O 0.0115 0.0126 0.0377
O -0.0356 0.0041 0.0489
O -0.0181 0.0195 0.0547
O -0.0096 -0.0259 0.0686
O 0.0061 -0.0021 0.0324
O -0.0035 0.0171 0.0417
O 0.0009 0.0156 0.0372
O 0.0119 0.0048 0.0369
O -0.0113 -0.0154 0.0505
O 0.0055 0.0168 0.0334
O 0.0177 -0.0145 0.04
O -0.0265 -0.0094 0.0664
O -0.0134 -0.0208 0.049
O -0.0014 0.0011 0.0169
O 0.0072 -0.0079 0.0721
O -0.0132 -0.0045 0.034
O -0.0039 -0.0216 0.0649
O -0.008 0.0109 0.0792
O 0.0184 0.0248 0.0741
O -0.006 0.0156 0.0368
O 0.0179 -0.0156 0.0434
O -0.0168 0.0192 0.0581

The program warned: the cutoff lies below the one the program advises for these potential files; the forces do not sum to zero within the program's tolerance; empty levels may hold ghost states of the PAW files; the exchange-correlation potential is rough where the density is thin.
